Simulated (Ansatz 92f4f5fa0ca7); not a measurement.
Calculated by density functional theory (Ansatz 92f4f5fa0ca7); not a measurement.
Periodic cell of 222 atoms, Si131O89As1H1, from a study of silicon, its oxide and their interface. The atomic structure is a simulated model.
Doubt: the cutoff is far below the 930 eV that the study's wrapper takes by default for these files, so forces and energies are approximate.
This geometry differs little from another in the collection (a relaxation step or a small displacement).

Settings
functional: PBE
potential files: Ansatz PAW
basis: plane waves
wave-function cutoff: 580 eV
density cutoff ratio: 5
exchange-correlation grid ratio: 1
k mesh: 1 x 1 x 1, Gamma-centred
self-consistency stop: 5e-08 eV per atom in the density residual
occupations: fixed
spin: none
net charge: 0

Cell vectors (angstrom)
a  10.938  0  0
b  0  10.938  0
c  0  0  32.7387

Atoms: element, x, y, z (angstrom)
Si  -0.0469  0.2453  25.1334
Si  5.7195  -0.1935  25.1971
Si  2.4066  2.9645  25.2811
Si  8.5443  2.417  25.0695
Si  0.3402  5.3358  25.3011
Si  5.168  5.8039  25.2898
Si  3.0161  7.9944  25.6596
Si  7.9047  8.4603  25.2531
Si  1.3314  1.4041  26.651
Si  6.9319  1.3651  26.4887
Si  4.1128  4.0779  26.518
Si  9.5774  4.1134  26.4403
Si  1.4252  6.7657  26.7996
Si  6.8046  6.8794  26.6109
Si  4.2297  9.6485  26.7057
Si  9.6357  9.5771  26.4431
Si  2.7375  0.0257  27.9667
Si  8.2562  -0.0233  27.9081
Si  -0.0565  2.7744  27.9585
Si  5.5082  2.7104  27.8842
Si  2.8085  5.3784  28.0288
Si  8.2095  5.4567  27.8939
Si  -0.0202  8.2125  27.9447
Si  5.4952  8.2077  28.0347
Si  4.1018  1.3673  29.3205
Si  9.5708  1.3673  29.3205
Si  1.3673  4.1018  29.3205
Si  6.8362  4.1018  29.3205
Si  4.1018  6.8362  29.3205
Si  9.5708  6.8362  29.3205
Si  1.3673  9.5708  29.3205
Si  6.8362  9.5708  29.3205
Si  0  0  30.6877
Si  5.469  0  30.6877
Si  2.7345  2.7345  30.6877
Si  8.2035  2.7345  30.6877
Si  0  5.469  30.6877
Si  5.469  5.469  30.6877
Si  2.7345  8.2035  30.6877
Si  8.2035  8.2035  30.6877
Si  1.3673  1.3673  32.055
Si  6.8362  1.3673  32.055
Si  4.1018  4.1018  32.055
Si  9.5708  4.1018  32.055
Si  1.3673  6.8362  32.055
Si  6.8362  6.8362  32.055
Si  4.1018  9.5708  32.055
Si  9.5708  9.5708  32.055
Si  2.7345  0  0.6835
Si  8.2035  0  0.6835
Si  0  2.7345  0.6835
Si  5.469  2.7345  0.6835
Si  2.7345  5.469  0.6835
Si  8.2035  5.469  0.6835
Si  0  8.2035  0.6835
Si  5.469  8.2035  0.6835
Si  4.1018  1.3673  2.0507
Si  9.5708  1.3673  2.0507
Si  1.3673  4.1018  2.0507
Si  6.8362  4.1018  2.0507
Si  4.1018  6.8362  2.0507
Si  9.5708  6.8362  2.0507
Si  1.3673  9.5708  2.0507
Si  6.8362  9.5708  2.0507
Si  0  0  3.418
Si  5.469  0  3.418
Si  2.7345  2.7345  3.418
Si  8.2035  2.7345  3.418
Si  0  5.469  3.418
Si  5.469  5.469  3.418
Si  2.7345  8.2035  3.418
Si  8.2035  8.2035  3.418
Si  1.3637  1.35  4.799
Si  6.8448  1.3589  4.7913
Si  4.133  4.0825  4.7096
Si  9.5803  4.1086  4.8094
Si  1.3547  6.8468  4.7658
Si  6.7895  6.8677  4.8161
Si  4.0924  9.5349  4.8516
Si  9.4817  9.6572  4.7118
Si  2.6614  -0.0917  6.209
Si  8.1469  -0.0027  6.2226
Si  0.0093  2.739  6.1896
Si  5.4826  2.7384  6.1028
Si  2.7542  5.4153  6.0348
Si  8.1958  5.4959  6.1403
Si  -0.1123  8.2662  5.9655
Si  5.3855  8.1525  6.325
Si  3.8794  1.5533  7.3388
Si  9.7967  1.1567  7.4869
Si  1.704  3.8493  7.4206
Si  6.6682  4.3059  7.4448
Si  4.2621  6.3791  7.5512
Si  9.2983  7.1803  7.3601
Si  0.9398  9.7095  7.466
Si  6.988  9.347  7.6043
O  1.3831  4.1629  24.7395
O  6.8049  9.5846  24.6895
O  2.7848  2.6744  7.8467
O  8.1593  8.2306  7.9793
O  5.5126  5.3705  7.937
O  -0.0568  0.0001  7.9516
O  4.0223  6.9297  24.9009
O  9.7235  1.3235  24.6843
O  1.1602  8.7644  8.8162
O  1.4195  4.6235  8.8479
O  9.2874  1.8711  8.88
O  6.3625  9.9676  9.0206
O  4.569  0.944  8.6854
O  3.4325  6.4762  8.9871
O  7.4296  3.7875  8.8086
O  10.2773  6.7052  8.6042
O  2.8146  2.0489  23.9629
O  5.0028  0.4944  23.8623
O  7.9303  2.7913  23.5672
O  10.7997  6.3093  24.049
O  8.4648  7.6423  23.9405
O  2.1753  8.8649  24.588
O  5.7293  5.3328  23.8158
O  0.7639  10.7998  23.7186
Si  2.8998  9.4541  18.1603
Si  3.9681  5.2076  19.9531
Si  -1.4772  3.9574  19.6753
Si  4.114  1.6324  23.0734
Si  12.656  -1.3882  23.2237
Si  12.1013  -3.8538  16.7501
Si  -0.046  8.1488  21.1558
Si  15.9476  -3.7489  15.0372
Si  3.6  4.0275  12.3392
Si  -5.519  10.3571  14.5464
As  7.523  -1.886  17.5782
Si  6.0877  4.6021  13.8578
Si  7.9491  10.9451  13.1034
Si  0.2404  -3.2964  9.6094
Si  -1.0914  9.2684  11.8648
Si  -1.5318  10.2692  19.506
Si  2.3805  -4.9662  14.2601
Si  1.1813  -0.1963  12.9584
Si  3.8859  0.7695  12.2114
Si  5.3679  4.4883  22.4765
Si  2.7414  1.3833  17.3548
Si  8.3523  2.9153  12.7006
Si  5.1018  7.4169  18.0336
Si  5.7107  0.3865  9.6862
Si  5.116  2.4747  18.7834
Si  -0.3643  1.7454  17.6833
Si  -0.755  1.3984  14.5138
Si  0.905  5.8389  19.4025
Si  6.5262  0.045  19.7903
Si  9.444  6.5985  23.1742
Si  8.1665  3.8179  22.3186
Si  13.2495  5.5981  9.8233
Si  5.1369  2.1933  15.8832
Si  3.7164  -0.4234  20.9971
Si  0.4239  8.0799  14.0688
Si  8.0592  2.5698  9.6876
O  4.9434  11.118  11.112
O  6.7065  -0.8463  13.6256
O  2.3968  5.1812  19.5546
O  1.2573  1.9625  17.6682
O  0.1824  -3.0741  15.6876
O  4.8095  6.7145  16.6023
O  -5.6136  -0.7147  20.6404
O  2.0604  6.01  15.8759
O  5.0912  4.6508  12.5642
O  1.2614  6.6861  10.4506
O  6.1534  1.6348  19.7298
O  6.7176  -3.2745  18.2669
O  -0.7864  0.4168  18.5538
O  3.0516  9.7622  22.2949
O  0.7985  8.4764  22.4731
O  7.4563  1.5364  12.7759
O  9.1654  0.1528  14.1939
O  9.0478  3.1972  21.0887
O  3.682  1.1313  21.5628
O  3.7855  2.4062  12.2372
O  6.7571  4.3181  21.629
O  10.8056  4.797  20.0653
O  3.4879  2.0968  16.0764
O  5.6976  0.6639  15.6012
O  2.7839  -0.9017  19.7145
O  4.2322  0.0769  13.6422
O  6.1641  6.1202  14.5059
O  0.4489  6.1215  17.8556
O  2.6384  -0.2374  17.1424
O  5.7884  2.6531  17.3131
O  1.4291  -1.5757  13.82
O  -0.8629  8.3459  10.5653
O  -0.001  -0.4657  11.8803
O  13.9337  4.675  10.9727
O  5.5303  3.3794  14.8325
O  7.7348  -1.8776  15.9778
O  4.7879  3.9233  19.405
O  8.8075  5.1322  22.9988
O  3.7236  6.8781  14.0882
O  -1.2825  7.2271  21.6795
O  8.072  -0.1402  20.3367
O  -0.9453  -2.5992  13.2211
O  4.6294  -4.4013  19.2972
O  -6.715  5.2312  21.573
O  8.9712  9.0001  18.5343
O  0.7565  0.9799  14.0347
O  4.9626  2.9906  22.9135
O  10.4556  -1.3469  20.529
O  0.8859  7.2815  20.1577
O  -5.8685  8.8381  15.0735
O  8.4234  -0.8834  11.8089
O  7.5762  4.1922  13.3436
O  -4.3022  -0.4983  18.2224
O  1.9494  8.2258  17.6475
O  10.1068  1.6834  16.1201
O  4.413  8.8839  18.0576
O  13.3142  -10.6986  11.9571
O  6.8891  1.4711  9.9173
O  1.1383  -4.2244  13.5063
O  2.6357  4.4883  13.6093
O  9.7033  2.6885  13.6089
O  8.6342  3.157  11.1046
O  3.7089  1.6431  18.6574
O  -1.0971  2.9664  18.4455
O  -2.6917  4.8994  19.1371
H  -3.4214  5.0479  19.7623

Results
free energy: -138760.327 eV
free energy less fixed offsets of As -4856.12, H -15.97, O -568.88, Si -635.61 eV per atom: 6.993 eV

Forces (eV/angstrom), in the order of the atoms: element, x, y, z
Si  0.0055  -0.0088  0.0343
Si  -0.0136  0.0101  0.0169
Si  0.015  -0.0141  0.0153
Si  -0.0086  0.0091  0.0122
Si  -0.0154  0.0159  0.0162
Si  0.0116  -0.0146  -0.0098
Si  -0.0195  0.0291  0.0107
Si  0.012  -0.0077  0.0091
Si  0.0042  -0.0052  -0.0043
Si  -0.0015  0.0038  0.0027
Si  0.0013  -0.0082  -0.0017
Si  -0.0006  0.0019  -0.0019
Si  -0.0051  0.0061  -0.0052
Si  0.0104  -0.006  0.0007
Si  -0.0052  -0.0006  -0.0069
Si  0.0029  -0.0005  -0.0019
Si  -0.0056  -0.0012  0.0063
Si  0.0008  -0.0038  -0.0029
Si  0.0001  0.0004  0.0026
Si  0.0021  -0.0034  0.0079
Si  -0.0029  -0.0002  0.0135
Si  -0.0006  0.0017  0.0083
Si  -0.0004  0.004  0.0071
Si  0.0008  0.0077  0.0112
Si  0.1976  0.2138  -0.1367
Si  -0.1561  0.005  0.0138
Si  -0.1239  -0.2972  0.3456
Si  0.0367  -0.048  -0.4108
Si  0.0848  -0.1113  0.4573
Si  -0.1705  -0.0424  -0.2242
Si  -0.0772  0.0287  -0.11
Si  0.5478  0.1677  0.2464
Si  0.0471  0.0619  -0.0086
Si  0.0529  0.0651  -0.0316
Si  -0.07  -0.0088  0.0172
Si  -0.0309  -0.0836  -0.0164
Si  0.0621  0.0351  -0.0379
Si  0.0171  0.105  0.015
Si  -0.0376  -0.059  -0.0242
Si  -0.0219  0.0414  0.0203
Si  0.0616  -0.0344  -0.0013
Si  -0.016  0.0327  -0.008
Si  -0.0266  0.0007  -0.027
Si  0.0341  0.024  -0.0386
Si  -0.0397  0.0063  -0.003
Si  0.0234  -0.0205  0.0026
Si  -0.003  -0.0449  -0.0357
Si  0.0205  -0.0532  -0.0181
Si  -0.0042  0.0003  0.0142
Si  -0.0254  0.0289  0.0217
Si  -0.0422  0.0162  -0.0067
Si  0.0079  -0.0334  0.0283
Si  0.0311  0.0155  0.028
Si  0.0085  -0.0107  0.0096
Si  0.0172  0.0344  0.0412
Si  -0.0412  0.0325  0.0007
Si  -0.1054  -0.023  0.0141
Si  0.1307  0.0409  -0.0426
Si  -0.0323  -0.0361  0.0055
Si  0.0331  0.0848  0.0177
Si  0.0092  -0.0128  -0.0055
Si  -0.0241  -0.0445  0.0425
Si  0.0125  -0.0189  0.0489
Si  -0.0368  -0.1333  -0.0384
Si  -0.0848  0.3707  -0.302
Si  -0.1013  -0.2135  0.3393
Si  -0.0494  -0.3249  -0.1778
Si  0.141  0.0008  0.1447
Si  -0.0065  -0.0671  -0.0186
Si  0.1983  0.2543  -0.2924
Si  0.1198  0.0138  0.0655
Si  -0.4931  0.0516  -0.1584
Si  0.0053  0.0023  0.0011
Si  -0.0034  -0.0003  -0.0101
Si  -0.0025  -0.0023  -0.0077
Si  -0.0048  -0.0006  -0.0065
Si  -0.0053  0.0046  0.0016
Si  -0.0026  0.0017  -0.0001
Si  0.0056  0.0065  -0.0095
Si  0.0024  0.0006  -0.0049
Si  -0.0051  0.0013  -0.0016
Si  0.0049  0.001  0.0034
Si  -0.0036  -0.001  -0.0012
Si  0.0015  0.0041  0.0002
Si  -0.0084  -0.0009  0.0086
Si  0.0032  -0.0029  0.004
Si  0.0065  -0.0098  0.0046
Si  0  -0.0053  0.0025
Si  -0.0088  0.0034  0.0095
Si  -0.0068  0.0158  0.0002
Si  0.0018  0.0109  -0.0054
Si  0.0103  -0.0039  -0.0073
Si  -0.0076  0.0019  -0.0101
Si  0.0081  -0.0148  -0.0205
Si  0.0101  -0.0077  -0.0104
Si  -0.0123  0.0051  -0.0039
O  0.0044  -0.0044  -0.0112
O  0.0036  -0.0045  -0.0083
O  0.0109  -0.0142  0.0062
O  0.0012  0.0029  0.0125
O  -0.0023  0.0061  0.0101
O  -0.0051  0.0026  0.0092
O  0.0019  -0.0019  -0.0085
O  -0.0053  0.0069  -0.0095
O  -0.0001  -0.0006  0.0057
O  -0.0003  -0.0001  0.003
O  0.0012  -0.0035  0.0023
O  0.0008  -0.0018  0.0011
O  -0.0035  0.0058  -0.0059
O  -0.0006  0.0005  0.0072
O  -0.0019  0.0008  0.0046
O  0.0035  -0.0002  0.0108
O  -0.0019  0.0001  -0.0011
O  -0.0014  0.0003  -0.0051
O  0.001  0.0053  -0.0073
O  -0.004  0.0008  -0.0046
O  0.0023  -0.0026  -0.0047
O  0.002  -0.0082  -0.0165
O  -0.0018  -0.0012  0.0068
O  0.0075  -0.0123  -0.0064
Si  0.0011  -0.0002  -0.0006
Si  0.0026  0.0022  -0.0013
Si  0.0015  -0.0031  -0.0014
Si  0.0042  0.0037  0.005
Si  0.0007  -0.0069  0.0138
Si  0.0003  -0.0009  0.0028
Si  0.0034  -0.0035  0.0056
Si  0.0029  0.0025  0.0051
Si  -0.0026  0.0023  -0.0054
Si  0.0038  -0.0043  0.008
As  -0.0045  -0.0012  0.0063
Si  -0.0027  0.0032  0.0069
Si  -0.0045  -0.0018  0.0067
Si  0.0038  -0.0035  -0.0103
Si  -0.0035  -0.0048  -0.0025
Si  -0.0001  -0.0061  -0.0057
Si  0.001  0.0007  0.0042
Si  -0.001  -0.0009  0.0059
Si  0.0034  -0.0014  -0.0004
Si  0.0001  -0.0044  0.006
Si  -0.0019  0.001  0.0008
Si  0.0003  0.0016  -0.0008
Si  0.0052  -0.0026  0.0016
Si  0.0015  0.0001  -0.0055
Si  0  0.0002  -0.0017
Si  -0.0015  0.0037  0.0008
Si  -0.0033  -0.0001  0.007
Si  -0.0024  -0.0026  -0.0022
Si  -0.0022  -0.0001  -0.0093
Si  -0.004  -0.0105  0.0071
Si  -0.0007  0.0039  0.0046
Si  -0.0006  0.0011  -0.0154
Si  -0.0032  -0.0024  0.0023
Si  0.0009  0.0031  0.0033
Si  -0.0013  -0.0011  0.0036
Si  -0.0003  -0.0032  -0.007
O  -0.0053  0.0011  0.0086
O  -0.0018  0.0019  -0.0006
O  -0.0005  0.0003  0.0036
O  0  -0.0009  0.0021
O  0  -0.0002  0.0001
O  -0.0013  0.0009  0.0026
O  -0.0001  -0.0013  0.004
O  -0.002  -0.0004  0.001
O  -0.0001  -0.0004  0.0016
O  -0.0023  0.0019  0.0057
O  -0.0017  -0.0005  0.0051
O  -0.0076  -0.0067  0.0067
O  0.0005  0.0017  0.0021
O  -0.0019  -0.0033  0.0046
O  -0.0038  0.0087  0.003
O  -0.0026  -0.0004  0.0003
O  0.0007  0.0018  -0.0014
O  0.0002  -0.0002  0.0051
O  -0.0031  -0.0042  -0.0022
O  -0.0014  -0.0005  0.0014
O  0.0022  -0.0003  0.0038
O  0.0027  0.0012  0.0029
O  -0.0001  -0.0005  0.0023
O  0.0002  0.0008  -0.0005
O  -0.0034  -0.0014  0.0005
O  -0.0036  0.002  -0.0022
O  -0.0003  -0.0046  -0.0018
O  0.0001  -0.0005  0.002
O  -0.0012  0.0001  0.0032
O  -0.0003  0.0023  0.0017
O  0.0002  0.001  0.0007
O  -0.005  0.0029  0.0083
O  0.0007  0.0011  0.0023
O  0.0033  -0.0066  0.0123
O  0.0001  -0.0001  -0.001
O  0.0031  0.0029  -0.022
O  -0.0002  -0.0016  0.0018
O  0.0008  0.0059  0.0025
O  -0.0052  -0.0022  -0.0016
O  0.0031  0.0044  0.0028
O  0.0009  -0.0004  0.0064
O  -0.0007  0.0023  -0.0001
O  -0.0009  0.0017  -0.0005
O  -0.0007  0.0011  0.0023
O  0.0058  0.0014  0.0108
O  0.0007  -0.0004  -0.0013
O  0.0004  0.0044  0.0015
O  0.0002  -0.0015  0.0034
O  -0.0011  0.0017  0.0046
O  -0.0043  0.0004  -0.0011
O  -0.0008  -0.0014  0.0006
O  -0.0015  -0.0016  -0.0005
O  -0.002  0.0057  0.0114
O  -0.0021  -0.0003  0.0025
O  -0.0002  -0.0005  -0.0001
O  -0.0031  -0.0004  0.005
O  -0.0022  0.0006  0.0008
O  0.0001  0.0011  0.0048
O  -0.0023  0  0.0007
O  0.0001  -0.0004  -0.0002
O  -0.0002  -0.0006  0.0015
O  0.0007  0.0013  0.0052
O  0.0003  0.0016  0.0018
O  0.0029  -0.005  0.0021
O  -0.022  0.0019  0.0168
H  0.0149  0.0034  -0.0114

The program warned: the cutoff lies below the one the program advises for these potential files; the exchange-correlation potential is rough where the density is thin.
